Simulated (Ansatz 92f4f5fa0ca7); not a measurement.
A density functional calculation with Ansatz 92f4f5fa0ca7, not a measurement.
Periodic cell of 222 atoms, Si131O89P2, from a study of silicon, its oxide and their interface. The atomic structure is a simulated model.
Doubt: the cutoff is far below the 930 eV that the study's wrapper takes by default for these files, so forces and energies are approximate.
This geometry differs little from another in the collection (a relaxation step or a small displacement).

Settings: functional PBE; potential files Ansatz PAW; basis plane waves; wave-function cutoff 580 eV; density cutoff ratio 5; exchange-correlation grid ratio 1; k mesh 1 x 1 x 1, Gamma-centred; self-consistency stop 5e-08 eV per atom in the density residual; occupations fixed; spin none; net charge 0.

Cell vectors (angstrom)
a, 10.938, 0, 0
b, 0, 10.938, 0
c, 0, 0, 32.1988

Atoms and the computed forces on them: element, x, y, z (angstrom), force x, y, z (eV/angstrom)
Si, 10.4624, 0.2829, 24.8048, 0.003, 0.0039, 0.047
Si, 5.7002, 10.6508, 24.729, -0.0017, 0.0009, -0.0097
Si, 2.5153, 2.9477, 24.651, -0.0046, -0.0054, 0.0068
Si, 8.3522, 2.5882, 24.927, 0.0029, 0.0082, -0.0212
Si, 0.3277, 5.2369, 24.7563, 0.0009, -0.003, -0.0028
P, 5.0837, 5.7918, 24.793, -0.01, 0.0096, 0.0336
P, 2.9248, 8.0858, 24.3595, -0.0333, 0.019, 0.002
Si, 7.914, 8.3996, 24.7311, 0.0006, -0.009, 0.0065
Si, 1.3229, 1.3583, 25.9712, -0.0044, -0.0012, -0.0048
Si, 6.8066, 1.2952, 26.1403, -0.0062, 0.0055, -0.0012
Si, 4.1249, 4.1029, 26.0252, 0.0073, 0.0069, -0.0041
Si, 9.6539, 4.126, 26.129, -0.0016, 0.0069, 0.0052
Si, 1.5002, 6.9355, 25.9278, 0.0055, 0.0042, -0.0014
Si, 6.7707, 6.7579, 26.0351, -0.0021, -0.0035, -0.0023
Si, 4.0423, 9.449, 25.9364, -0.0022, -0.0009, -0.0004
Si, 9.4459, 9.566, 26.1388, 0.0106, 0.0031, -0.012
Si, 2.7198, -0.036, 27.3044, -0.0007, 0.0014, -0.001
Si, 8.1564, -0.0186, 27.5509, -0.0043, -0.0118, 0.001
Si, 0.0269, 2.6991, 27.4626, 0.0114, -0.0004, -0.0095
Si, 5.4397, 2.7112, 27.418, -0.0002, 0.0027, 0.0024
Si, 2.7513, 5.5028, 27.3857, -0.0034, -0.0048, 0.0026
Si, 8.2196, 5.4787, 27.4111, -0.0002, -0.0027, -0.0014
Si, 0.0187, 8.1933, 27.3435, 0.0059, -0.0011, 0.0008
Si, 5.422, 8.1648, 27.4028, 0.0072, -0.0001, -0.0016
Si, 4.0584, 1.3372, 28.7453, -0.0004, -0.0058, -0.0026
Si, 9.5778, 1.3583, 28.8326, 0.0029, 0.004, 0.0112
Si, 1.3829, 4.1148, 28.7714, -0.0007, 0.0026, 0.0049
Si, 6.8388, 4.0914, 28.766, 0.0014, 0.0004, -0.0034
Si, 4.0929, 6.823, 28.8032, 0.0006, -0.0022, 0.0024
Si, 9.5879, 6.848, 28.7599, 0.0003, -0.0008, -0.0028
Si, 1.364, 9.5699, 28.7346, 0.0021, -0.0003, -0.0013
Si, 6.7753, 9.5312, 28.8209, -0.0086, 0.0047, 0.0091
Si, 0.0155, -0.0168, 30.1525, 0.0016, -0.0012, -0.0005
Si, 5.4388, 0.0061, 30.1516, 0.0026, -0.0044, 0.0005
Si, 2.7352, 2.7335, 30.1373, 0.0018, 0.0032, -0.0016
Si, 8.201, 2.7386, 30.1563, -0.0021, 0.0001, 0.0004
Si, 0.0025, 5.4709, 30.14, 0.0021, -0.0039, -0.0009
Si, 5.4765, 5.4599, 30.148, -0.001, 0.0001, -0.0004
Si, 2.7225, 8.2113, 30.1391, -0.0027, 0.0011, 0.0006
Si, 8.2075, 8.1943, 30.1469, 0.0017, 0.0012, -0.002
Si, 1.3673, 1.3673, 31.515, 0.0283, 0.0203, -0.017
Si, 6.8362, 1.3673, 31.515, -0.0549, 0.0071, -0.071
Si, 4.1018, 4.1018, 31.515, 0.0614, -0.1021, -0.0257
Si, 9.5708, 4.1018, 31.515, 0.0155, 0.0788, -0.0316
Si, 1.3673, 6.8362, 31.515, -0.0104, 0.0575, -0.0801
Si, 6.8362, 6.8362, 31.515, 0.0814, -0.0897, 0.0212
Si, 4.1018, 9.5708, 31.515, -0.179, -0.0302, 0.0254
Si, 9.5708, 9.5708, 31.515, 0.002, -0.0227, 0.0056
Si, 2.7345, 0, 0.6835, 0.0603, -0.0124, 0.1127
Si, 8.2035, 0, 0.6835, -0.0553, 0.0658, -0.0831
Si, 0, 2.7345, 0.6835, -0.0626, -0.0024, 0.0745
Si, 5.469, 2.7345, 0.6835, 0.0761, -0.0319, 0.0235
Si, 2.7345, 5.469, 0.6835, -0.0385, 0.1741, -0.1344
Si, 8.2035, 5.469, 0.6835, 0.0654, -0.0672, 0.1067
Si, 0, 8.2035, 0.6835, 0.0542, -0.1102, -0.0169
Si, 5.469, 8.2035, 0.6835, -0.0342, 0.053, 0.057
Si, 4.118, 1.3647, 2.0558, -0.0011, 0.0013, 0.0003
Si, 9.5611, 1.3632, 2.053, 0.0001, -0.0009, -0.0007
Si, 1.3639, 4.1255, 2.0371, 0.0021, 0, 0.0003
Si, 6.8463, 4.0889, 2.0591, -0.0013, 0.0016, 0.0004
Si, 4.1022, 6.8317, 2.0536, -0.0005, -0.0008, -0.0008
Si, 9.5751, 6.8404, 2.0521, -0.001, 0.0007, 0.0006
Si, 1.3763, 9.5564, 2.0511, -0.0017, 0.002, 0.0014
Si, 6.8247, 9.5962, 2.0499, 0.0015, -0.0005, -0.0003
Si, -0.0099, -0.024, 3.3895, -0.0019, -0.0041, -0.0015
Si, 5.4852, 0.0191, 3.4698, 0.0016, 0, 0.0024
Si, 2.7706, 2.7901, 3.366, 0.0014, 0.0033, -0.0025
Si, 8.1881, 2.7047, 3.4505, -0.0012, -0.0022, 0.0012
Si, 0.0155, 5.4861, 3.4334, 0.0012, 0.0003, 0.0002
Si, 5.4798, 5.4711, 3.4075, -0.0002, -0.0012, 0.0001
Si, 2.7636, 8.2142, 3.4449, 0.0015, 0.0006, 0.0016
Si, 8.2029, 8.2328, 3.3807, -0.0002, 0.0014, -0.0021
Si, 1.3842, 1.4038, 4.6334, -0.0001, 0.0003, 0.0012
Si, 6.8387, 1.3597, 4.9073, 0.0007, -0.0006, -0.002
Si, 4.15, 4.0962, 4.8025, -0.0007, 0.0001, -0.0006
Si, 9.5682, 4.0955, 4.7623, 0.0001, 0.0004, 0.0001
Si, 1.4056, 6.8436, 4.8181, 0.0004, -0.0014, -0.0007
Si, 6.8174, 6.8993, 4.7286, -0.0011, -0.0001, -0.0003
Si, 4.1275, 9.5879, 4.8452, -0.0002, -0.0013, -0.0017
Si, 9.5501, 9.562, 4.7891, 0.0013, 0.0023, -0.0008
Si, 2.739, 0.1249, 6.0577, 0.0002, -0.0012, 0.0009
Si, 8.2001, -0.0496, 6.2649, -0.0006, 0.0003, 0.0013
Si, 0.0191, 2.687, 6.0448, 0.0001, 0.001, 0.001
Si, 5.4689, 2.7389, 6.2907, 0.0007, 0.0005, 0.0001
Si, 2.8088, 5.4907, 6.1767, -0.0006, -0.0006, 0.0005
Si, 8.165, 5.4952, 6.0384, 0.0004, -0.0005, 0.0003
Si, 0.0047, 8.2009, 6.1546, 0.0001, 0.0004, 0.0003
Si, 5.5194, 8.234, 6.233, -0.0004, 0.0004, 0.0008
Si, 3.8274, 1.5888, 7.5998, -0.0011, 0.0011, 0.0009
Si, 9.8296, 1.1547, 7.4535, -0.0003, 0, -0.0006
Si, 1.621, 3.817, 7.3106, 0.0012, 0.0001, -0.001
Si, 6.6409, 4.4341, 7.4753, -0.001, -0.0002, 0.0001
Si, 4.394, 6.6482, 7.5487, -0.0002, 0, -0.0017
Si, 9.3538, 6.9652, 7.4025, 0.0001, -0.0014, 0.0015
Si, 1.133, 9.9354, 7.2916, 0.0003, 0.0009, 0.0009
Si, 7.1496, 9.2436, 7.6691, -0.0006, 0.0014, -0.0024
O, 8.3002, 8.1028, 7.9211, 0.0024, 0.0013, -0.0014
O, 2.7068, 2.7512, 7.9498, 0.0001, 0.0009, -0.0005
O, 9.4352, 1.4904, 24.3483, -0.0126, 0.0035, 0.0016
O, 0.0207, 0.0411, 7.9581, -0.0012, -0.0018, -0.001
O, 5.5146, 5.5241, 8.0336, -0.0001, -0.0004, 0.0001
O, 6.8165, 9.5305, 24.206, -0.0023, 0.0099, 0.0058
O, 1.4148, 4.1052, 24.1976, 0.0031, 0.0041, -0.0004
O, 3.8468, 7.4009, 8.9379, -0.0002, 0.0004, 0
O, 0.8158, 4.3984, 8.6074, -0.0008, 0.0006, 0.0001
O, 9.802, 6.1841, 8.7926, 0.0003, 0, -0.0007
O, 2.1114, 9.406, 8.497, 0.0004, -0.0007, -0.0006
O, 7.5032, 3.9473, 8.796, 0.0005, -0.0003, 0.0001
O, 4.2565, 0.9483, 9.0718, 0.0005, -0.0003, -0.0002
O, 6.7162, 9.5809, 9.2221, -0.0004, 0.0002, 0.0017
O, 9.1977, 1.8714, 8.7992, -0.0005, 0.0004, -0.0002
O, 7.6333, 3.3277, 23.6499, 0.003, -0.0048, 0.0064
O, 10.5092, 5.8358, 23.4277, -0.0016, 0.0001, 0.0025
O, 5.1195, 0.4566, 23.382, 0.0025, -0.0028, 0.0021
O, 5.7259, 5.1981, 23.3893, 0.0085, -0.0108, -0.0275
O, 3.1232, 2.2371, 23.2815, 0.0023, -0.0016, -0.0016
O, 2.0476, 9.2737, 23.53, -0.0284, -0.0138, -0.0281
O, 8.638, 7.7557, 23.3948, -0.0073, 0.0045, 0.0007
O, -0.2537, 10.4826, 23.3635, 0.007, 0.0077, -0.0308
Si, 4.4103, 1.6092, 22.4757, -0.0018, 0.0001, -0.0022
Si, 3.4699, 7.9642, 14.032, 0.0001, 0.0003, 0.0005
Si, 7.0866, 1.0058, 14.6613, 0.0004, 0.0001, 0.0008
Si, 0.7597, 9.5347, 22.5386, 0.0226, -0.032, 0.0548
Si, 1.1629, 4.3412, 11.8828, -0.0003, 0.0004, 0.0001
Si, 6.2455, 9.0103, 15.3121, -0.0002, -0.0001, 0.0014
Si, 0.6563, 1.4013, 12.308, 0.0001, 0.0003, 0.0002
Si, 8.5869, 5.0213, 20.5353, -0.0006, -0.0003, -0.0005
Si, 0.3151, 5.7345, 9.3604, -0.0001, -0.0003, 0.0001
Si, 5.071, 3.1827, 17.937, -0.0005, -0.0002, 0.0005
Si, 0.8471, 3.7968, 16.757, -0.0001, 0.0006, 0.001
Si, 10.349, 2.9082, 19.228, -0.0002, 0.0015, 0.0003
Si, 5.2661, 1.2126, 10.3496, -0.0001, 0, -0.0002
Si, 0.8483, 0.2571, 19.833, -0.0019, 0.0003, -0.0093
Si, 6.629, 9.491, 10.8607, -0.0006, 0.0002, -0.0003
Si, 9.3072, 9.7419, 18.3136, -0.0001, 0.0008, 0.0015
Si, 9.374, 9.2816, 12.562, 0, 0.0004, 0.0002
Si, 6.519, 3.9547, 22.6572, 0.0046, 0.0022, 0.0043
Si, 2.43, 8.0932, 9.382, -0.0001, 0.0001, 0.0001
Si, 10.5612, 7.4206, 17.0894, 0, 0.0002, 0.0014
Si, 2.4819, 6.3406, 16.5872, -0.0003, 0.0002, 0.0009
Si, 10.1572, 4.5365, 14.187, 0.0001, 0.0001, 0.0004
Si, 6.11, 9.245, 18.5079, 0.0007, 0.0004, 0.0012
Si, 7.9599, 2.5955, 9.5754, 0, 0.0002, 0
Si, 8.8593, 2.1874, 12.4522, -0.0002, 0.0004, 0
Si, 5.3091, 6.3054, 18.0704, 0.0003, 0.0002, 0.0006
Si, 3.9005, 0.6225, 19.4647, 0, -0.0004, 0.0015
Si, 4.2582, 3.8729, 12.0448, -0.0002, -0.0001, 0.0003
Si, 5.5261, 6.6348, 12.1404, -0.0001, 0.0003, 0.0004
Si, 7.9766, 2.5579, 17.2172, -0.0004, -0.0001, 0.0005
Si, 4.3305, 2.5252, 14.9672, -0.0002, 0.0002, 0.0005
Si, 1.5057, 1.2602, 15.2742, -0.0003, -0.0001, 0.0006
Si, 1.5535, 9.4458, 12.0429, 0.0003, 0, 0
Si, 8.0317, 6.8932, 13.866, -0.0002, 0.0005, 0.0009
Si, 10.3525, 9.8785, 15.483, -0.0006, -0.0001, 0.0011
Si, 9.8388, 7.0325, 22.5558, 0.0027, -0.0025, 0.0023
Si, 8.073, 5.5393, 17.4308, 0.0004, 0.0004, 0.0011
O, 6.0306, 7.9914, 11.2936, -0.0001, -0.0002, -0.0001
O, 5.9968, 9.2548, 16.8901, -0.0001, 0.0001, -0.0006
O, 7.6513, 1.4167, 13.1938, -0.0002, -0.0001, -0.0001
O, 0.8653, 1.7865, 13.8782, 0.0001, 0.0001, -0.0001
O, 9.4008, 6.3029, 16.915, -0.0003, 0.0001, -0.0007
O, 6.7431, 6.2355, 13.1406, 0.0001, 0, -0.0002
O, 5.1028, 4.718, 18.6084, -0.0001, 0, -0.0001
O, 9.1921, 2.2034, 18.2684, -0.0003, 0.0002, -0.0002
O, 2.3401, 0.1687, 19.089, 0.0006, 0.0002, -0.0012
O, 9.3688, 10.28, 16.7487, 0.0001, -0.0005, -0.0008
O, 2.7702, 4.4705, 11.7041, 0.0002, 0.0001, -0.0003
O, 5.0357, 10.3845, 19.0899, 0.0002, -0.0001, -0.0003
O, 9.4019, 3.29, 13.4911, -0.0001, 0.0002, -0.0003
O, 0.4222, 1.8427, 19.9512, -0.0006, 0.0014, 0.0023
O, 3.1194, 1.4145, 15.0838, 0, 0.0001, -0.0005
O, 8.0953, 5.4277, 19.0489, 0.0001, 0.0001, 0.0003
O, 3.861, 6.6559, 17.4006, 0.0001, 0.0002, -0.0001
O, 4.5567, 3.3414, 16.3776, 0.0001, 0.0004, 0.0001
O, 9.0487, 5.7168, 14.3215, 0, 0, -0.0005
O, 5.4626, 2.8202, 22.1738, -0.0038, -0.0051, -0.003
O, 10.6464, 4.1957, 15.6863, 0.0001, -0.0001, -0.0003
O, 0.285, 3.9361, 18.2851, -0.0002, -0.0005, -0.0001
O, 10.3957, 10.5951, 19.1888, 0.0006, 0, 0.0003
O, 9.6274, 10.0626, 14.019, 0.0001, 0.0004, 0.0002
O, 10.972, 8.1298, 22.1345, 0.011, 0.0084, 0.006
O, 1.1524, 2.2108, 16.5459, 0, 0, -0.0003
O, 9.6536, 3.7856, 20.4206, 0.0004, -0.0003, 0.0004
O, 8.1012, 4.0913, 16.6957, -0.0001, -0.0001, -0.0005
O, -0.0584, 9.1353, 11.8982, -0.0005, 0.0001, -0.0001
O, 6.551, 2.4701, 18.0091, 0, 0.0001, -0.0004
O, 5.5657, 10.7464, 11.1954, 0.0001, 0, -0.0002
O, 7.7201, 9.6546, 18.8384, 0, 0.0001, -0.0002
O, 10.0067, 1.0619, 12.0704, -0.0001, -0.0002, -0.0002
O, 1.2951, 6.9871, 9.0741, -0.0001, 0.0003, -0.0002
O, 0.6088, 4.804, 13.3527, -0.0004, 0.0001, 0
O, 5.6754, 7.6857, 18.9837, -0.0005, -0.0003, 0.0001
O, 5.2197, 5.1197, 11.5204, -0.0001, 0.0001, -0.0003
O, 2.6927, 7.0227, 15.1216, -0.0002, 0, -0.0004
O, 0.8969, 2.7745, 11.4756, -0.0001, 0, -0.0002
O, 0.8314, 10.7292, 15.5615, -0.0001, 0.0001, -0.0007
O, 2.3938, 8.6213, 10.9141, -0.0002, 0.0003, 0.0002
O, 4.6811, 2.4641, 11.2698, -0.0002, 0.0007, 0
O, 4.2253, 3.546, 13.6751, 0, -0.0001, 0
O, 2.1693, 4.7305, 16.5077, -0.0001, -0.0001, -0.0006
O, 10.6709, 8.2911, 15.7025, 0, 0.0002, -0.0006
O, 6.9096, 10.3366, 14.6633, 0.0001, 0.0001, -0.0005
O, 2.3198, 8.9838, 13.427, 0.0001, 0, -0.0001
O, 7.9952, 1.5816, 15.9037, 0, 0.0004, -0.0002
O, 4.1107, 7.0272, 12.8614, -0.0002, 0.0002, -0.0002
O, 4.1415, 2.0752, 18.7166, 0.0003, 0.0005, -0.0002
O, 7.2634, 4.559, 21.3564, 0.0021, 0.001, -0.0005
O, 8.4012, 2.9619, 11.0975, 0.0001, 0, 0.0004
O, 1.1521, 6.9191, 17.3663, 0.0001, 0.0001, -0.0005
O, 5.6146, 1.6054, 14.7584, -0.0001, 0.0002, -0.0004
O, 8.1145, 9.7927, 11.5823, 0.0004, 0.0001, -0.0001
O, 9.2455, 6.3454, 21.2115, -0.0012, -0.0025, -0.0067
O, 8.9384, 7.7521, 12.8489, -0.0001, -0.0001, -0.0004
O, 1.6316, 0.1539, 11.8922, -0.0002, 0.0003, 0
O, 6.6155, 6.2107, 17.068, -0.0002, 0, -0.0005
O, 7.377, 7.8481, 15.0349, -0.0001, 0.0001, -0.0005
O, 1.1527, 10.3822, 21.2155, 0.0115, 0.0119, -0.0213
O, 10.0074, 8.2672, 18.3608, 0.0002, 0.0003, -0.0002
O, 3.9653, 0.9173, 21.0756, 0.0002, -0.0003, -0.0002
O, 0.3144, 5.3582, 10.9297, 0.0002, -0.0002, 0.0002
O, 6.6854, 1.5994, 9.6449, -0.0003, 0.0001, -0.0001
O, 4.7565, 8.7467, 14.6798, -0.0001, 0.0002, -0.0005

Results
free energy: -135405.336 eV
free energy less fixed offsets of O -568.88, P -755.39, Si -635.61 eV per atom: 0.674 eV

The program warned: the cutoff lies below the one the program advises for these potential files; the forces do not sum to zero within the program's tolerance; the exchange-correlation potential is rough where the density is thin.
